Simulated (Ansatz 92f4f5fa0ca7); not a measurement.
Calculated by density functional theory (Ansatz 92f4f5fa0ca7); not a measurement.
Periodic cell of 300 atoms, Si196O104, from a study of silicon, its oxide and their interface. The atomic structure is a simulated model.

Settings
functional: PBE
potential files: Ansatz PAW
basis: plane waves
wave-function cutoff: 700 eV
density cutoff ratio: 5
exchange-correlation grid ratio: 1
k mesh: 2 x 2 x 1, shifted by 0.5 0.5 0.5 of a step
self-consistency stop: 5e-08 eV per atom in the density residual
occupations: fixed
spin: none
net charge: 0

Cell vectors (angstrom)
a	11.6015	0	0
b	0	10.938	0
c	0	0	41.5369

Atoms: element, x, y, z (angstrom)
Si	0	0	0.9665
Si	3.8672	0	0.9665
Si	7.7343	0	0.9665
Si	1.9336	1.3673	0.9665
Si	5.8008	1.3673	0.9665
Si	9.6679	1.3673	0.9665
Si	0	5.469	0.9665
Si	3.8672	5.469	0.9665
Si	7.7343	5.469	0.9665
Si	1.9336	6.8362	0.9665
Si	5.8008	6.8362	0.9665
Si	9.6679	6.8362	0.9665
Si	1.9336	2.7345	40.5698
Si	5.8008	2.7345	40.5698
Si	9.6679	2.7345	40.5698
Si	0	4.1018	40.5698
Si	3.8672	4.1018	40.5698
Si	7.7343	4.1018	40.5698
Si	1.9336	8.2035	40.5698
Si	5.8008	8.2035	40.5698
Si	9.6679	8.2035	40.5698
Si	0	9.5708	40.5698
Si	3.8672	9.5708	40.5698
Si	7.7343	9.5708	40.5698
Si	0	0	4.8337
Si	3.8672	0	4.8337
Si	7.7343	0	4.8337
Si	1.9336	1.3673	4.8337
Si	5.8008	1.3673	4.8337
Si	9.6679	1.3673	4.8337
Si	0	5.469	4.8337
Si	3.8672	5.469	4.8337
Si	7.7343	5.469	4.8337
Si	1.9336	6.8362	4.8337
Si	5.8008	6.8362	4.8337
Si	9.6679	6.8362	4.8337
Si	1.9336	2.7345	2.9001
Si	5.8008	2.7345	2.9001
Si	9.6679	2.7345	2.9001
Si	0	4.1018	2.9001
Si	3.8672	4.1018	2.9001
Si	7.7343	4.1018	2.9001
Si	1.9336	8.2035	2.9001
Si	5.8008	8.2035	2.9001
Si	9.6679	8.2035	2.9001
Si	0	9.5708	2.9001
Si	3.8672	9.5708	2.9001
Si	7.7343	9.5708	2.9001
Si	-1.9762	1.204	30.7947
Si	5.8859	1.5509	30.9131
Si	11.7229	0.1686	30.8705
Si	2.1047	1.4936	30.7902
Si	4.0501	0.1122	30.8336
Si	7.6433	-0.0261	31.0318
Si	-0.3908	5.6128	31.338
Si	5.7234	7.0114	30.9822
Si	7.5718	5.5985	30.7138
Si	1.419	6.9757	30.7584
Si	4.0164	5.4269	30.99
Si	10.7909	4.5564	28.4888
Si	2.0107	2.7543	32.8242
Si	5.8927	2.9329	32.8171
Si	9.6524	2.725	32.7167
Si	0.0121	4.025	32.9871
Si	3.8856	4.1728	32.9628
Si	7.8596	4.2894	32.7516
Si	1.9844	8.2291	32.742
Si	5.8282	8.2775	32.9241
Si	9.8575	8.0923	32.9148
Si	0.0844	9.6281	32.787
Si	3.9091	9.642	32.7712
Si	7.8447	9.4697	32.8776
Si	0.0137	0.0357	34.7388
Si	3.9033	0.0503	34.7244
Si	7.7902	-0.0154	34.76
Si	1.9576	1.3817	34.7531
Si	5.869	1.4021	34.6834
Si	9.6739	1.3892	34.7045
Si	0.0358	5.4578	34.8613
Si	3.8755	5.5275	34.8505
Si	7.7923	5.5265	34.7654
Si	1.9416	6.8729	34.7319
Si	5.8266	6.8475	34.7986
Si	9.7313	6.8629	34.9029
Si	1.9596	2.7313	36.7032
Si	5.8353	2.7273	36.6727
Si	9.6844	2.7342	36.677
Si	0.0291	4.0806	36.75
Si	3.8918	4.094	36.7197
Si	7.7573	4.1144	36.6817
Si	1.9486	8.2293	36.6816
Si	5.8174	8.2226	36.7155
Si	9.6925	8.2606	36.7677
Si	0.0239	9.608	36.6891
Si	3.8905	9.5992	36.6712
Si	7.7443	9.5887	36.7106
Si	0	0	38.6362
Si	3.8672	0	38.6362
Si	7.7343	0	38.6362
Si	1.9336	1.3673	38.6362
Si	5.8008	1.3673	38.6362
Si	9.6679	1.3673	38.6362
Si	0	5.469	38.6362
Si	3.8672	5.469	38.6362
Si	7.7343	5.469	38.6362
Si	1.9336	6.8362	38.6362
Si	5.8008	6.8362	38.6362
Si	9.6679	6.8362	38.6362
Si	1.9343	2.7422	6.7926
Si	5.7903	2.7251	6.7915
Si	9.6626	2.7039	6.833
Si	-0.0093	4.0878	6.7916
Si	3.8499	4.1111	6.8715
Si	7.7403	4.0592	6.7338
Si	1.8818	8.1903	6.7601
Si	5.7182	8.23	6.6922
Si	9.6219	8.1658	6.7563
Si	-0.0463	9.5201	6.6824
Si	3.7853	9.5842	6.7604
Si	7.694	9.5008	6.6794
Si	0.014	-0.003	8.5145
Si	3.8306	0.0174	8.7
Si	7.748	-0.1862	8.6236
Si	1.8656	1.4256	8.7626
Si	5.8157	1.259	8.6652
Si	9.6257	1.2297	8.7435
Si	-0.0714	5.4551	8.7304
Si	3.7804	5.5278	8.8557
Si	7.6675	5.4155	8.6362
Si	1.8577	6.8817	8.7395
Si	5.7586	6.7945	8.5202
Si	9.6188	6.8139	8.6944
Si	1.2565	2.4305	10.9001
Si	5.9552	2.1622	10.8351
Si	9.1803	3.7168	11.8174
Si	-0.2584	4.4244	10.8753
Si	3.1533	3.1659	12.1119
Si	7.1809	4.2587	10.6579
Si	2.0371	8.3093	10.6519
Si	5.9214	8.0308	10.4708
Si	9.9689	8.1362	10.6358
Si	0.1358	9.661	10.4298
Si	4.0528	9.4852	10.5302
Si	7.85	9.368	10.5897
Si	1.2461	0.1222	14.5944
Si	4.2096	-0.6353	13.5014
Si	7.4553	0.454	11.7209
Si	-0.0638	0.6237	11.7946
Si	6.8692	0.7418	13.9189
Si	9.4486	1.5165	11.1348
Si	-0.3641	6.485	12.1235
Si	3.5823	5.3082	11.3091
Si	5.8286	5.9816	11.6414
Si	2.0624	6.7673	12.4857
Si	6.7363	6.0843	14.719
Si	9.6666	6.7818	14.8233
O	7.1479	4.6234	15.3214
O	5.3087	6.6349	15.31
O	7.9269	11.0744	15.0316
O	2.7459	10.7335	14.0468
O	9.0117	3.7497	13.5026
O	2.7004	3.2301	13.7218
O	1.2526	1.6013	15.3229
O	10.3683	8.2228	15.131
O	12.4564	9.7712	15.524
O	10.2607	5.6114	15.8185
O	5.3244	0.2949	14.2218
O	2.8238	6.9485	13.9954
O	10.6097	4.5945	30.1339
O	0.1674	-0.564	29.3773
O	2.6408	5.9889	30.2727
O	7.2241	9.9804	29.7033
O	5.6222	7.8523	29.5467
O	-0.7393	1.2819	26.9387
O	9.4502	1.6164	29.1935
O	7.2499	4.3657	29.6629
O	5.91	2.1953	29.3228
O	2.2868	2.5555	29.5116
O	-1.4764	6.773	31.8891
O	10.0057	8.4855	28.7861
Si	11.674	5.1372	19.6172
Si	4.0702	7.6221	14.8451
Si	9.574	2.0066	27.6259
Si	9.9185	3.8674	21.8005
Si	9.6648	9.612	20.8581
Si	0.1805	5.4867	16.4364
Si	12.2137	3.9776	24.042
Si	1.8991	11.1775	18.8808
Si	8.4604	7.1538	25.6407
Si	4.5748	7.3563	20.1365
Si	11.6259	8.4995	16.1377
Si	6.0121	10.926	21.3155
Si	1.1997	9.3116	25.7909
Si	2.9131	8.1704	22.5713
Si	6.4343	9.3967	25.8497
Si	11.335	6.9361	24.3915
Si	7.9634	3.3473	14.7067
Si	3.819	7.8288	25.4309
Si	3.8707	9.1117	17.5896
Si	3.6291	2.5731	17.8081
Si	2.8865	0.0785	21.8792
Si	-0.0135	8.9196	28.6959
Si	7.5567	5.5531	23.1799
Si	13.6129	3.1564	28.0207
Si	5.8361	3.8193	29.0747
Si	8.4765	11.8797	16.3568
Si	4.3463	4.9645	26.6915
Si	3.1874	4.4986	20.0466
Si	5.9159	0.4028	18.1276
Si	7.1128	8.0537	21.322
Si	5.8547	9.3838	29.0301
Si	7.5235	12.2777	25.3296
Si	5.5461	3.5265	24.2354
Si	3.0879	13.8038	22.6725
Si	2.0423	3.0528	15.2218
Si	8.5393	1.1309	22.4628
Si	0.6203	1.4311	26.0505
Si	9.3142	7.0361	28.4749
Si	0.0739	7.5338	21.4869
Si	10.598	10.4504	18.1178
O	6.1221	9.373	27.4401
O	3.5351	8.3186	16.2118
O	11.9882	2.6729	25.0037
O	3.7532	3.9725	18.6166
O	6.5162	9.4747	21.8581
O	6.599	10.9376	25.3618
O	2.5815	9.7508	22.8657
O	6.3727	4.4352	23.1595
O	11.9642	9.0124	27.1378
O	8.6077	12.1964	24.0964
O	8.2751	1.5522	26.7607
O	6.9728	12.0525	21.9943
O	10.0405	7.2105	25.315
O	7.3733	0.7499	17.5285
O	9.7176	3.6412	27.6648
O	9.8804	11.2748	16.9055
O	12.3988	7.0366	16.3254
O	3.3089	7.3595	23.9349
O	4.1175	8.1668	21.4749
O	11.1658	9.0506	21.1722
O	4.0211	5.8554	20.3155
O	2.1326	3.9337	23.4504
O	4.6721	4.498	25.1851
O	4.0249	6.576	26.4919
O	9.2517	2.39	21.7317
O	3.2875	2.9594	16.267
O	8.7012	2.5159	15.9211
O	10.9066	6.9455	22.8086
O	2.599	10.0808	17.9006
O	3.9898	8.0147	18.7777
O	12.2618	4.0459	28.0959
O	1.0718	4.343	15.6277
O	5.2226	10.0257	17.4261
O	11.4017	6.6573	20.1459
O	12.5835	-0.0378	25.3976
O	4.543	4.2768	29.9453
O	2.2855	1.4453	22.5343
O	5.0095	1.7288	17.8797
O	6.5561	2.6203	25.1135
O	1.8611	1.8682	27.0225
O	9.5899	10.3037	19.3837
O	11.9099	11.2602	18.6148
O	8.2466	6.9472	27.2487
O	2.2071	10.7635	20.4214
O	1.6577	7.4658	21.8239
O	5.1971	8.6349	25.1308
O	6.2086	7.464	20.0862
O	5.6436	4.5028	27.5984
O	11.9941	5.46	24.7465
O	2.764	8.919	26.0525
O	1.5741	4.6977	20.061
O	3.5253	3.423	21.2104
O	7.0845	6.9503	22.5065
O	7.7798	8.6073	25.3546
O	9.2946	10.6993	22.0071
O	11.1668	3.8366	22.8238
O	2.4438	1.7276	18.5349
O	4.4871	0.2842	21.7326
O	7.8515	5.9175	24.7578
O	11.0553	8.9673	17.5955
O	6.115	0.0559	19.6973
O	4.4662	2.5844	23.4821
O	10.5128	4.2062	20.3077
O	0.0113	5.0443	17.9941
O	8.6448	8.3332	20.8465
O	8.8174	4.9479	22.34
O	12.2822	8.2516	24.6443
O	3.0979	4.174	27.3739
O	4.6483	-2.1725	13.8372
O	4.2116	-0.4841	11.8841
O	4.5312	2.3107	11.7346
O	-1.5072	6.3295	13.3175
O	8.0582	7.0152	15.002
O	-1.0174	6.0957	28.0319
O	4.4838	-0.7245	29.43
O	6.5267	-4.9205	13.1247
O	11.7511	11.1847	13.3968
O	6.808	2.3785	14.08
O	8.5667	6.5742	29.8323
O	1.0136	-3.0222	29.4744

Results
free energy: -183768.417 eV
free energy less fixed offsets of O -569.03, Si -635.61 eV per atom: -9.737 eV

Forces (eV/angstrom), in the order of the atoms: element, x, y, z
Si	0.0109	-0.0373	-0.0125
Si	-0.0035	0.0082	-0.0037
Si	0.0011	-0.0334	-0.0077
Si	-0.0045	-0.0172	-0.0008
Si	0.0057	-0.0105	-0.0074
Si	-0.0095	-0.047	-0.0006
Si	-0.0103	-0.0199	0.0093
Si	0.0046	0.0357	0.0089
Si	-0.0022	-0.0072	-0.0125
Si	-0.0012	-0.0183	0.0131
Si	0.0056	0.0412	-0.0024
Si	-0.0001	0.026	0.0149
Si	0.0145	0.0193	-0.0144
Si	-0.0027	0.0275	-0.0283
Si	0.0052	0.0455	-0.0191
Si	0.0068	0.0625	0.0421
Si	-0.0016	0.0174	0.0381
Si	0.0103	0.003	0.0009
Si	0.0094	0.0147	-0.0067
Si	0.0011	-0.0356	0.0066
Si	0.0032	-0.0633	0.0423
Si	-0.0106	0.0005	-0.0228
Si	0.0182	-0.0254	-0.0185
Si	0.0089	0.0152	-0.0075
Si	-0.0861	0.0019	-0.3845
Si	-0.111	0.0616	-0.0938
Si	-0.0094	0.0473	-0.2389
Si	0.0508	0.0367	0.1912
Si	-0.0739	0.0655	0.1074
Si	0.0412	-0.0485	0.3313
Si	-0.0551	-0.1208	0.1268
Si	0.0384	-0.0745	0.4925
Si	0.0626	-0.0585	-0.0309
Si	-0.0021	-0.1267	-0.0264
Si	-0.177	-0.0847	-0.3779
Si	0.0047	-0.2034	-0.1569
Si	-0.0336	0.0225	0.0107
Si	-0.0042	-0.0113	-0.0071
Si	-0.004	0.0764	0.0441
Si	0.0129	0.0081	0.0255
Si	-0.0087	-0.1025	0.078
Si	-0.0337	0.04	-0.021
Si	-0.0193	0.0177	-0.0146
Si	0.0159	-0.0773	-0.0559
Si	-0.0004	0.0013	0.0102
Si	0.0047	0.0777	-0.052
Si	0.0018	-0.0195	0.0137
Si	-0.0189	0.062	-0.0481
Si	-0.0319	0.0557	0.0032
Si	0.0111	0.029	-0.1021
Si	0.0422	-0.0228	-0.0212
Si	0.0452	0.06	-0.031
Si	0.0718	-0.0729	-0.014
Si	-0.1039	-0.0766	-0.0367
Si	-0.0143	-0.0181	0.0328
Si	0.0037	-0.0276	-0.0133
Si	-0.0059	0.0319	-0.0151
Si	-0.0159	-0.0212	-0.0129
Si	0.0105	0.0206	-0.0282
Si	-0.0024	0.0012	0.0132
Si	0.0261	-0.0416	0.0055
Si	0.0271	-0.0645	0.036
Si	-0.0593	-0.0756	-0.0244
Si	0.001	0.101	-0.027
Si	-0.0599	0.0168	0.0053
Si	0.0779	0.0387	0.0109
Si	-0.008	-0.0281	0.0266
Si	-0.0279	-0.0369	-0.0048
Si	0.0551	-0.1038	-0.0682
Si	0.0109	0.075	-0.0366
Si	-0.0356	0.0501	0.0216
Si	0.0284	0.052	-0.0135
Si	-0.0123	-0.053	0.0201
Si	-0.0114	-0.0376	-0.0091
Si	0.0235	-0.052	-0.0087
Si	0.0352	0.0371	-0.0256
Si	0.0039	0.0619	-0.0179
Si	-0.009	0.0567	-0.0009
Si	0.0082	-0.044	0.0093
Si	-0.0005	-0.0346	0.0076
Si	0.0005	-0.0443	0.02
Si	-0.0053	0.0429	0.0006
Si	-0.0027	0.0361	0.015
Si	0.0061	0.042	0.0155
Si	-0.0021	-0.0434	0.0132
Si	-0.0003	-0.0457	0.0185
Si	-0.015	-0.0414	0.0126
Si	0.0028	0.0321	-0.0096
Si	-0.0063	0.0346	0.0101
Si	-0.0027	0.0261	-0.0075
Si	-0.0107	-0.0396	0.0104
Si	-0.0049	-0.0325	-0.0064
Si	0.0065	-0.0483	-0.0083
Si	0.0024	0.0261	-0.0016
Si	0.006	0.0441	0.0137
Si	-0.0159	0.0402	0.0114
Si	0.056	0.1068	0.0052
Si	0.0017	0.0154	-0.0868
Si	-0.0109	0.0815	0.1018
Si	0.04	-0.0367	0.0208
Si	0.044	0.0454	-0.128
Si	-0.0047	0.0212	-0.1399
Si	0.014	0.0159	0.2049
Si	0.0475	-0.0306	0.1022
Si	0.0109	-0.0153	-0.111
Si	0.0162	0.1075	-0.1993
Si	0.0018	0.0534	0.0189
Si	0.0264	0.0451	0.2156
Si	0.0189	-0.0409	0.0301
Si	-0.0165	-0.0668	0.0212
Si	-0.0232	-0.0442	0.0004
Si	-0.0107	0.068	-0.0164
Si	-0.0212	0.0573	-0.0197
Si	0.0113	0.0474	-0.0037
Si	0.016	-0.0772	0.0085
Si	0.021	-0.0528	0.0088
Si	-0.0242	-0.0078	-0.0271
Si	0.0223	0.0331	-0.0054
Si	-0.011	0.071	0.049
Si	0.0332	0.0354	-0.0083
Si	0.0365	0.0018	-0.0776
Si	-0.0105	-0.0698	-0.0569
Si	-0.0811	-0.0311	-0.0084
Si	-0.0149	0.0506	-0.0475
Si	0.0277	0.0557	-0.071
Si	0.0073	0.0949	-0.0407
Si	-0.0288	-0.0508	0.0094
Si	-0.0624	-0.0364	-0.0537
Si	0.0178	-0.074	-0.0043
Si	0.0334	0.0184	-0.0634
Si	0.002	0.0395	-0.0259
Si	0.0156	0.0228	0.0022
Si	-0.0522	0.0553	0.0362
Si	-0.0187	-0.0224	0.0533
Si	0.0952	0.0397	-0.0252
Si	-0.0923	-0.0122	0.0289
Si	-0.0109	-0.0055	-0.0392
Si	-0.0645	0.1089	0.0629
Si	-0.0533	-0.0405	-0.0018
Si	0.0447	-0.0018	0.0562
Si	0.1908	-0.087	0.0789
Si	0	0.0642	0.1348
Si	0.0477	0.0623	0.0357
Si	-0.1776	0.041	-0.004
Si	-0.013	-0.0042	-0.0071
Si	0.0059	0.0035	0.0031
Si	-0.0439	0.0071	-0.0034
Si	-0.0219	-0.0526	-0.0211
Si	0.0091	-0.0039	0.0011
Si	0.0721	0.0129	0.0814
Si	0.0048	-0.0084	-0.0695
Si	-0.0715	-0.0999	-0.0163
Si	0.1707	-0.102	-0.0309
Si	-0.0582	-0.0281	0.0463
Si	-0.0078	-0.0034	-0.0102
Si	0.0031	0.0034	0.0068
O	0.0065	0.0075	-0.0198
O	-0.0051	0.0107	-0.0101
O	-0.0097	0.0353	0.0147
O	0.0011	0.0045	-0.0098
O	-0.0264	-0.008	0.0279
O	-0.0022	-0.0184	0.0206
O	0.0112	0.006	-0.0146
O	0.016	-0.0263	0.0171
O	-0.0059	-0.0012	0.0025
O	0.0187	0.0253	-0.013
O	-0.0098	-0.015	-0.0142
O	0.0207	0.0032	-0.0101
O	0.0168	0.0062	-0.0362
O	-0.0314	-0.0379	0.0109
O	0.0159	0.0101	0.0093
O	-0.0025	0.0013	0.0157
O	0.0015	0.0361	-0.0075
O	0.0049	0.0203	0.0018
O	0.0056	0.0079	-0.0041
O	-0.02	-0.0017	0.0022
O	-0.0034	-0.0105	0.0529
O	-0.0178	-0.0019	0.0057
O	-0.0376	0.0445	0.0001
O	0.0255	-0.0093	-0.0065
Si	-0.0032	-0.0023	-0.0005
Si	0.0069	-0.0001	0.012
Si	-0.0026	0.0025	0.0016
Si	-0.0004	0.0021	-0.0033
Si	0.0004	-0.001	-0.0003
Si	-0.0065	-0.007	0.0082
Si	0.0026	-0.0007	-0.0033
Si	-0.0032	0	0.0026
Si	0.003	-0.0027	0.0048
Si	0.0061	-0.0018	-0.0011
Si	-0.0073	0.0056	0.0064
Si	0.0003	0.0034	0.0017
Si	0.0016	-0.0047	0.0061
Si	0.0016	-0.0024	0.0014
Si	0	-0.0003	-0.0057
Si	-0.006	0.0001	-0.0017
Si	0.0075	0.0021	-0.0052
Si	-0.0013	-0.0014	0.0016
Si	-0.0008	0.0002	0.001
Si	0.0063	0.01	-0.0001
Si	-0.0037	0.0001	0.0027
Si	-0.0096	0.0001	0.0015
Si	-0.0011	-0.0019	-0.0011
Si	-0.003	-0.004	0.0052
Si	-0.0052	0.0274	-0.0064
Si	0.0031	0.0008	0.0009
Si	-0.0031	0.0033	-0.0038
Si	0.0008	-0.0013	0.0017
Si	0.0037	0.0005	0.0035
Si	0.0024	-0.0036	-0.0008
Si	0.0124	-0.0241	-0.0059
Si	0.0017	0.0005	-0.0002
Si	-0.0018	0.004	-0.004
Si	0.0029	-0.0009	0.0012
Si	0.0083	0.0016	0.0004
Si	0.0016	0.0014	0.0034
Si	0.002	0.002	0.0096
Si	-0.0011	0.0071	0.0041
Si	-0.0024	-0.0002	0.0002
Si	-0.0028	-0.0007	0.003
O	-0.0037	0.0012	0.002
O	0.015	0.0016	-0.0117
O	0.0129	0.0042	0.0056
O	-0.0133	-0.0248	0.0052
O	-0.0007	-0.0011	-0.0246
O	0.0164	0.0019	0.0075
O	0.0162	-0.0021	-0.0226
O	0.0037	0.0021	0.0211
O	0.0106	0.0019	0.0022
O	-0.028	0.0011	-0.0066
O	0.0109	0.0027	-0.0103
O	0.0121	-0.0198	-0.0034
O	-0.0091	-0.0092	-0.0089
O	0.001	-0.0042	-0.0125
O	0.0182	-0.0059	0.0012
O	-0.0097	-0.008	0.0126
O	-0.018	-0.0047	-0.0118
O	-0.0042	0.0251	-0.004
O	-0.0101	-0.0079	-0.0045
O	-0.0206	-0.0192	0.0009
O	-0.0042	0.0084	0.0024
O	-0.0105	-0.0226	-0.0023
O	0.0116	-0.0197	0.0055
O	-0.002	0.0097	-0.0118
O	0.0002	0.0026	0.0182
O	-0.019	-0.0092	0.0107
O	-0.0242	-0.023	-0.0184
O	0.0252	0.014	0.0051
O	0.0171	0.0098	0.0189
O	0.0087	0.0107	0.0046
O	-0.0069	-0.0096	0.0046
O	0.0047	-0.0091	0.0125
O	-0.0199	0.0072	0.0209
O	0.0124	-0.0158	0.0139
O	-0.0098	-0.0026	0.0035
O	0.0209	0.0014	-0.0017
O	0.0264	0.0052	-0.012
O	-0.0174	-0.0119	0.0061
O	0.0013	-0.0032	-0.0119
O	-0.0257	0.0221	0.0006
O	0.0216	-0.0089	0.0032
O	0.0028	-0.0219	-0.007
O	0.0206	-0.0008	-0.0053
O	0.0077	0.0119	-0.0008
O	-0.003	0.0158	0.0089
O	0.0013	0.0002	0.0183
O	-0.0122	0.0147	0.0266
O	-0.0076	-0.0068	0.0103
O	-0.0093	0.002	-0.0163
O	-0.0027	-0.0186	-0.0169
O	0.0021	0.0082	-0.0087
O	-0.0137	0.0104	0.0041
O	0.0076	-0.0043	-0.0121
O	-0.0081	-0.0033	0.0037
O	-0.0097	0.0056	-0.0151
O	-0.0035	0.0086	0.0018
O	0.0217	-0.015	-0.0056
O	-0.0044	-0.0167	-0.0079
O	0.004	0.0146	-0.0037
O	-0.0005	0.0239	-0.0229
O	-0.008	0.0059	0.0026
O	-0.0037	0.0206	0.0014
O	0.0138	0.0142	0.0152
O	0.0055	0.0121	-0.0046
O	-0.007	0.0203	0.0126
O	-0.005	-0.0155	0.0016
O	-0.0024	-0.0002	0.0162
O	0.0132	0.001	-0.0137
O	-0.0145	0.0017	0.0165
O	-0.0277	-0.0098	-0.0006
O	0.1456	0.0374	0.0465
O	0.0019	0.0371	0.0223
O	0.0171	-0.0185	-0.0145
O	-0.0142	-0.0104	0.0134
O	0.0059	0.0074	0.036
O	-0.004	0.0158	0.0621
O	0.0253	-0.0049	0.0243
O	0.0251	-0.0058	0.0171
O	-0.0071	-0.0049	-0.0155
O	-0.002	0.0058	-0.003

The program warned: the cutoff lies below the one the program advises for these potential files; the exchange-correlation potential is rough where the density is thin.
